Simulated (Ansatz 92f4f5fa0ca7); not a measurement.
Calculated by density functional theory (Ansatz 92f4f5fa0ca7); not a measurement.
Periodic cell of 220 atoms, Si132O88, from a study of silicon, its oxide and their interface. The atomic structure is a simulated model.
This geometry differs little from another in the collection (a relaxation step or a small displacement).

Settings
functional: r2SCAN
potential files: Ansatz PAW
basis: plane waves
wave-function cutoff: 800 eV
density cutoff ratio: 5
exchange-correlation grid ratio: 1
k mesh: 1 x 1 x 1, shifted by 0.5 0.5 0 of a step
self-consistency stop: 1e-10 eV per atom in the density residual
occupations: fixed
spin: none
net charge: 0

Cell vectors (angstrom)
a 10.888 0 0
b 0 10.888 0
c 0 0 31.7199

Atoms: element, x, y, z (angstrom)
Si 0.0628 0.4737 -0.2481
Si 3.6601 2.1601 0.0231
Si -0.3228 5.6766 0.05
Si 2.9966 8.0568 0.1922
Si 5.1484 0.2191 0.1448
Si 8.4661 2.5259 0.1238
Si 5.0845 5.6662 0.0993
Si 8.3839 7.8964 0.0735
Si 1.6334 1.4804 1.1332
Si 4.1505 4.0009 1.4463
Si 1.3335 6.8104 1.3216
Si 4.1314 9.5499 1.5472
Si 6.8498 1.3268 1.3527
Si 9.5161 4.136 1.4439
Si 6.7839 6.7409 1.3163
Si 9.5458 9.3072 1.4991
Si 0.1419 2.7465 2.615
Si 2.6826 0.0335 2.7297
Si 0.0485 8.0665 2.8571
Si 2.679 5.3843 2.692
Si 5.5516 2.7032 2.7909
Si 8.2184 -0.0464 2.7096
Si 5.5285 8.1414 2.7682
Si 8.1122 5.4268 2.7779
Si 1.37 4.0696 4.1107
Si 4.0963 1.3611 4.0787
Si 1.3718 9.5312 4.1166
Si 4.0862 6.7661 4.0408
Si 6.8374 4.061 4.1717
Si 9.6181 1.3639 3.9934
Si 6.8599 9.5159 4.1196
Si 9.5089 6.7505 4.1456
Si 0.0045 0.0047 5.4394
Si 2.7536 2.7186 5.4527
Si -0.008 5.4015 5.4775
Si 2.7509 8.1538 5.4318
Si 5.4466 -0.008 5.4407
Si 8.2424 2.689 5.4347
Si 5.4291 5.4307 5.4523
Si 8.1857 8.1573 5.4836
Si 1.3752 1.3548 6.792
Si 4.0875 4.0829 6.8223
Si 1.3554 6.8063 6.7949
Si 4.0843 9.5253 6.8064
Si 6.8151 1.3643 6.7871
Si 9.5376 4.0597 6.8397
Si 6.7894 6.8009 6.8039
Si 9.5287 9.5421 6.8121
Si 0.0263 2.7086 8.1596
Si 2.6999 -0.0115 8.1704
Si -0.0208 8.1633 8.1613
Si 2.7183 5.444 8.1552
Si 5.4604 2.736 8.1752
Si 8.1474 -0.0004 8.1551
Si 5.4391 8.1714 8.1522
Si 8.1519 5.446 8.164
Si 1.3616 4.0849 9.5158
Si 4.0597 1.3761 9.5083
Si 1.3064 9.5215 9.5338
Si 4.067 6.826 9.4942
Si 6.8095 4.1156 9.5539
Si 9.512 1.3772 9.4801
Si 6.7902 9.5225 9.515
Si 9.4839 6.8243 9.5374
Si -0.0984 0.0044 10.8647
Si 2.7034 2.7341 10.8996
Si -0.0268 5.4379 10.8443
Si 2.6686 8.1322 10.8542
Si 5.4146 -0.0021 10.8336
Si 8.2091 2.7418 10.8709
Si 5.4428 5.5264 10.8795
Si 8.1204 8.1888 10.9343
Si 1.2643 1.344 12.1959
Si 4.0792 4.1737 12.1909
Si 1.2948 6.775 12.2239
Si 4.0166 9.5205 12.1516
Si 6.8096 1.3673 12.1377
Si 9.5799 4.0894 12.2658
Si 6.7559 6.8679 12.3427
Si 9.4152 9.6049 12.3022
Si 0.0205 2.6835 13.6797
Si 2.6314 -0.0293 13.4873
Si -0.0378 8.2279 13.5336
Si 2.6639 5.418 13.6106
Si 5.5083 2.7998 13.4188
Si 7.9867 0.0587 13.7035
Si 5.3036 8.2726 13.6613
Si 8.1979 5.453 13.6045
Si 1.79 3.6591 14.9643
Si 4.0429 1.4497 14.5685
Si 1.5292 9.3124 14.9083
Si 3.7102 7.0566 14.9185
Si 7.0367 3.8605 14.8683
Si 9.2176 1.6124 14.9638
Si 6.1458 10.0635 15.0036
Si 9.4983 6.9237 14.8885
Si 29.4081 -11.3208 21.1961
Si -2.7017 -1.0624 27.1306
Si 4.3776 15.7332 26.6355
Si 21.2332 13.6902 24.8143
Si 13.3201 0.7746 27.4285
Si 9.5296 5.731 20.966
Si -1.1546 14.435 19.0022
Si 11.6473 19.9066 23.6874
Si -13.5849 12.848 29.0913
Si 0.7413 11.2031 20.0098
Si 5.2721 2.5942 21.6213
Si 13.5483 -1.5528 29.0601
Si 4.2221 14.9874 29.5133
Si 0.2689 22.1219 17.0621
Si 10.0501 0.6066 22.529
Si 4.7549 -0.4434 22.1939
Si -9.6695 15.938 29.2698
Si 9.5827 7.6124 25.6333
Si -7.2223 18.6041 26.8541
Si 13.1984 19.6493 21.2058
Si 7.1259 23.7736 19.5491
Si 16.4251 -16.1171 17.0334
Si 19.9085 19.0997 19.5672
Si -4.727 3.5851 24.3838
Si -6.2849 25.2612 18.9668
Si -0.3196 0.3871 28.4379
Si -9.9697 7.5514 27.6973
Si -10.0535 17.8834 19.552
Si -3.17 1.8504 26.2704
Si 12.6232 36.1786 26.8133
Si 12.6725 -19.4558 18.4712
Si 11.0932 16.1798 17.0945
Si -3.4584 -13.608 16.941
Si -3.8912 20.8614 29.7412
Si 14.2808 -0.8549 25.0115
Si 8.8314 16.1087 23.9059
O 0.3585 0.1829 -1.8228
O -1.4965 -6.6691 -11.2889
O 11.1821 -6.1536 -1.1649
O -7.6086 11.1897 -5.5879
O -1.4201 6.7834 -0.5213
O -3.0932 8.8477 -1.1306
O 16.1465 3.1984 -8.6168
O -8.2807 13.2509 -4.1742
O 11.2824 3.0401 -12.765
O 16.1869 4.4631 -6.3281
O 14.963 30.4898 -6.0692
O -11.6966 26.0103 -7.5891
O 4.0553 6.8934 -0.2689
O 8.0361 13.8995 -1.4066
O -2.4535 7.8434 15.715
O 7.2667 0.4087 19.8442
O 2.6029 -2.7145 15.4157
O 3.7802 9.3902 21.4232
O -0.3299 17.1441 15.9284
O -0.2369 1.0277 21.0769
O 10.6151 -2.7324 19.2489
O 21.5623 18.9465 24.5274
O 18.3311 4.4167 23.8859
O 1.3308 -0.9869 20.6753
O 3.0429 13.4946 15.2599
O 11.6874 15.0915 27.9484
O 9.763 4.6207 17.768
O 33.519 -7.973 25.6067
O 3.1574 3.1434 18.2995
O 1.2356 9.0152 28.3119
O -12.1351 12.3049 31.5827
O 8.2498 -2.2544 18.2293
O 1.2122 15.1034 16.4061
O 15.4914 -15.3503 26.8537
O -10.0544 9.9573 16.2438
O -2.435 0.437 22.2996
O 10.8218 0.0068 18.6161
O 2.9737 10.8965 28.7528
O -8.0573 15.4404 26.2428
O 19.3369 8.6932 26.0142
O 31.3348 20.9838 27.9611
O 17.151 -6.3599 16.1322
O 20.6028 12.6543 28.565
O -0.2055 20.9876 22.9979
O 34.5152 20.6467 24.6078
O 8.134 13.6543 15.4299
O -13.1658 -1.6407 20.7353
O -15.2491 -1.4673 16.4591
O 9.1452 13.3444 25.8239
O 17.8879 -1.4356 28.19
O 1.6246 29.9851 22.5703
O 0.9942 17.4992 28.9906
O -6.2172 22.8569 21.6321
O 1.4258 12.379 17.11
O -4.613 -11.8372 21.9213
O 15.2888 14.384 20.5806
O 28.3411 17.7528 17.3346
O 9.0496 16.8113 22.4744
O 8.5075 13.3816 18.8366
O -0.4984 18.2029 26.9974
O 3.7838 -2.4499 28.3014
O 21.9826 17.0017 20.7587
O 6.6148 24.0287 25.1705
O 3.9269 2.6426 30.1709
O -11.1586 9.9281 32.1247
O -9.8399 6.1101 18.2103
O 9.8388 0.9237 16.3175
O -2.2675 17.6024 20.0443
O -6.6137 6.3009 16.2523
O 2.0231 1.2407 19.6531
O 7.7715 0.2467 26.2907
O -5.0777 13.293 18.6437
O -6.1199 4.0531 27.9918
O 5.3304 4.9254 30.3711
O -12.9727 28.0986 25.076
O 6.7976 13.523 21.021
O 2.5683 8.9549 30.608
O -14.0469 22.304 29.6969
O 2.2501 -3.2892 20.0667
O -5.8335 0.3748 15.373
O -16.2102 -11.4745 30.449
O 0.8233 22.3295 27.3041
O -5.839 4.9363 18.3923
O 2.1111 29.0427 26.6343
O 10.4127 12.593 23.6371
O -8.0973 4.8637 29.562
O 15.196 10.4713 23.7512
O -3.5391 13.2748 27.7663

Results
free energy: -134623.658 eV
free energy less fixed offsets of O -570.45, Si -639.56 eV per atom: -2.138 eV

Forces (eV/angstrom), in the order of the atoms: element, x, y, z
Si -0.0076 -0.0063 -0.0986
Si 0.0051 0.0145 -0.0571
Si 0.0113 -0.0139 -0.0674
Si -0.007 0.0177 -0.0711
Si 0.01 -0.0208 -0.0484
Si 0.0017 -0.002 -0.0722
Si -0.0052 -0.007 -0.0616
Si -0.0036 0.0149 -0.061
Si -0.0015 -0.002 0.0062
Si 0.0007 -0.0001 0.0049
Si -0.0001 -0.0007 0.0035
Si -0.0005 0.0003 0.0017
Si -0.0003 0.0018 0.0027
Si 0.0001 -0.0024 0.002
Si -0.0013 -0.0015 0.0046
Si 0.0118 0.0098 -0.0169
Si 0.0023 -0.0004 -0.004
Si -0.002 0.0006 -0.0006
Si 0.0055 -0.0013 0.0003
Si -0.0013 -0.0001 -0.0021
Si 0.0005 -0.0001 -0.0013
Si -0.0027 0.0022 -0.0012
Si 0.0011 -0.0001 -0.0019
Si -0.0013 -0.0005 -0.0014
Si 0.0003 -0.0014 0.0003
Si 0.0003 -0.0016 0.0005
Si 0.0002 0 -0.0008
Si 0.0003 0.0007 0.0004
Si -0.0003 0.0003 0
Si 0 0.0001 -0.0001
Si -0.0002 -0.0008 -0.0001
Si -0.0014 0 0.0002
Si 0.0002 -0.0007 0.0001
Si -0.0001 -0.0002 0.0003
Si -0.0011 -0.0003 0.0006
Si -0.0005 -0.0013 0
Si -0.0003 -0.0012 -0.0001
Si 0.0004 0.0001 0.0001
Si -0.0002 -0.0001 0.0005
Si 0.0001 -0.0006 0.0002
Si 0.0003 0.0002 0.0002
Si -0.0004 -0.0006 -0.0005
Si 0.0001 -0.0005 0.0004
Si 0 0.0003 -0.0002
Si -0.0006 -0.0005 0.0002
Si 0.0005 0 -0.0001
Si -0.0001 -0.0005 0.0004
Si -0.0002 -0.0002 0.0002
Si -0.0003 0 0.0003
Si -0.0004 -0.0009 0.0005
Si 0 -0.0003 0
Si -0.0008 -0.0001 0.0006
Si 0.0003 -0.0001 0.0006
Si -0.0005 -0.0005 0.0004
Si 0.0001 -0.0007 0.0003
Si -0.0004 -0.0009 0.0001
Si -0.0006 0.0001 -0.0001
Si 0 0 -0.0001
Si -0.0001 0.0002 0.0007
Si -0.0002 -0.0004 0
Si -0.001 -0.0004 0.0007
Si -0.0004 -0.0004 0
Si -0.0001 0.0001 -0.0003
Si 0.0003 -0.0001 0.0006
Si -0.0012 0.0009 0.0004
Si -0.0004 0.0003 0.0002
Si 0 0.0001 -0.0005
Si 0.0009 -0.0008 -0.0002
Si 0.0003 -0.0008 -0.0003
Si 0.0009 -0.0012 -0.0003
Si -0.0004 0.0004 0.0001
Si -0.0004 -0.0003 -0.0004
Si 0.0011 -0.0011 -0.0004
Si -0.0002 -0.0014 0.0004
Si 0.0003 -0.001 -0.0008
Si -0.0018 -0.0003 -0.0013
Si -0.0007 0.0003 -0.0006
Si -0.0007 -0.0003 0
Si -0.0006 0.001 -0.0012
Si -0.0008 -0.0003 -0.0009
Si -0.0011 -0.0006 0.0056
Si -0.0019 0.0009 0.0034
Si -0.0018 0.002 0.0029
Si -0.0002 0.0006 0.0034
Si 0.0001 0.0015 0.0036
Si -0.0003 -0.0011 0.004
Si 0.0012 -0.0008 0.0048
Si -0.0009 -0.0006 0.0048
Si 0.0098 -0.004 -0.0721
Si 0.0051 -0.0049 -0.0317
Si 0.0128 -0.0103 -0.0607
Si -0.0059 0.011 -0.0542
Si 0.008 -0.0077 -0.0603
Si -0.0112 0.0088 -0.0673
Si -0.0053 0.0086 -0.0578
Si -0.005 0.0001 -0.0696
Si 0.0153 -0.0145 -0.1468
Si 0.0105 -0.0052 -0.16
Si 0.0245 0.0083 -0.1601
Si -0.022 -0.0046 -0.1846
Si 0.0218 0.0044 -0.142
Si 0.0219 -0.0067 -0.1818
Si 0.0294 0.0111 -0.1388
Si 0.0066 0.0131 -0.1859
Si 0.0018 -0.0032 -0.1591
Si 0.0075 0.021 -0.1738
Si 0.0044 0.0109 -0.1932
Si 0.0038 0.0029 -0.1542
Si -0.0147 0.0157 -0.1554
Si -0.0147 -0.0161 -0.1577
Si -0.0238 -0.0139 -0.1889
Si 0.027 0.0011 -0.1679
Si 0.0069 0.0085 -0.1442
Si 0.0084 -0.0313 -0.1729
Si 0.0145 0.0095 -0.139
Si -0.0189 -0.0016 -0.1637
Si 0.0081 0.0227 -0.1393
Si -0.0012 0.0143 -0.1321
Si -0.0125 0.0055 -0.1527
Si 0.0023 -0.008 -0.1952
Si -0.0084 0.045 -0.1472
Si -0.0062 -0.0067 -0.1412
Si -0.0263 -0.0022 -0.1421
Si -0.0102 -0.0245 -0.1451
Si 0.0122 0.0265 -0.1718
Si -0.012 -0.0176 -0.145
Si -0.0111 0.0056 -0.1363
Si 0.0099 -0.0054 -0.155
Si -0.0285 0.0047 -0.1436
Si 0.0212 0.0122 -0.1459
Si -0.0046 0.004 -0.1969
Si 0.0097 0.0162 -0.1775
O 0.0121 0.0087 0.1119
O -0.0122 0.0313 0.0834
O -0.0328 0.0114 0.0888
O -0.0222 0.0334 0.1048
O -0.004 0.0013 0.0315
O 0.0204 -0.0369 0.0729
O 0.0238 0.0297 0.1349
O 0.0061 -0.0042 0.0492
O -0.0159 -0.0009 0.0513
O -0.0453 0.0284 0.1031
O 0.0016 -0.0417 0.0872
O 0.0125 -0.0308 0.075
O 0.0037 -0.0007 0.033
O 0.0045 0.0143 0.0935
O -0.0214 0.0151 0.065
O 0.0023 -0.023 0.0701
O -0.0029 -0.0008 0.0288
O 0.0206 0.0174 0.062
O 0.0247 -0.0278 0.0781
O -0.0333 -0.0014 0.1119
O 0.0038 -0.0024 0.0469
O -0.0408 -0.0269 0.0952
O -0.0144 -0.0128 0.059
O 0.0202 -0.0316 0.0708
O -0.0097 0.0088 0.0327
O -0.006 0.0278 0.0879
O -0.0191 -0.0249 0.0792
O 0.0534 0.0133 0.0899
O 0.0173 -0.002 0.0506
O 0.0174 0.0166 0.0563
O 0.0009 0.0065 0.0403
O 0.0423 0.0021 0.1125
O -0.0274 0.0221 0.0842
O -0.0046 -0.0011 0.0451
O -0.0225 0.033 0.0781
O 0.0281 0.0183 0.0755
O 0.0085 -0.0028 0.1155
O 0.0056 -0.0223 0.0707
O -0.0034 -0.0029 0.0506
O -0.0183 0.0378 0.0751
O 0.0197 0.018 0.0612
O -0.0243 0.0221 0.0717
O -0.0089 0.0023 0.0554
O 0.0221 -0.0293 0.0772
O 0.0392 0.0149 0.0826
O 0.0023 0.0001 0.0336
O -0.0179 0.0368 0.0738
O 0.0199 -0.0249 0.0685
O -0.0389 -0.0239 0.0792
O -0.0243 0.0051 0.0977
O -0.0303 0.0079 0.1135
O 0.0018 -0.0317 0.0719
O -0.006 -0.024 0.0597
O 0.0113 0.017 0.0754
O -0.0346 -0.0012 0.0575
O 0.0144 -0.0206 0.1062
O 0.0071 -0.0005 0.043
O -0.0225 -0.019 0.1489
O -0.0231 -0.0095 0.0542
O 0.0417 -0.0001 0.087
O -0.0105 0.0224 0.0831
O -0.0177 -0.0102 0.0671
O 0.026 -0.0282 0.0887
O -0.0056 -0.0352 0.0846
O -0.0119 -0.0179 0.0393
O 0.0079 0.0388 0.0963
O 0.0334 -0.0187 0.0795
O 0.005 -0.0244 0.0641
O 0.0249 -0.0245 0.067
O -0.0046 -0.0279 0.0696
O 0.0055 -0.0196 0.0683
O 0.0171 -0.013 0.0619
O -0.0034 -0.0187 0.1152
O 0.0151 0.0189 0.078
O 0.0092 0.0416 0.08
O -0.0243 0.0048 0.0891
O 0.0091 -0.0283 0.1127
O -0.0132 -0.0136 0.0599
O 0.0199 0.0307 0.0711
O 0.0049 -0.0053 0.0275
O -0.0261 0.0206 0.0716
O -0.0204 -0.005 0.0601
O -0.0167 -0.0451 0.0815
O -0.0117 -0.0007 0.0595
O 0.0087 0.0574 0.1118
O 0.0154 -0.0069 0.0531
O -0.0402 -0.0124 0.136
O 0.0085 -0.0006 0.1109

The program warned: the cutoff lies below the one the program advises for these potential files; the forces do not sum to zero within the program's tolerance; empty levels may hold ghost states of the PAW files; the exchange-correlation potential is rough where the density is thin.
